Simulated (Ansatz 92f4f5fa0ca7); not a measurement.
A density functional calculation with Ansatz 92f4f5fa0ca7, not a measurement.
Periodic cell of 442 atoms, Si288O154, from a study of silicon, its oxide and their interface. The atomic structure is a simulated model.
Doubt: the cutoff is far below the 930 eV that the study's wrapper takes by default for these files, so forces and energies are approximate.
This geometry differs little from another in the collection (a relaxation step or a small displacement).

Settings
functional: PBE
potential files: Ansatz PAW
basis: plane waves
wave-function cutoff: 580 eV
density cutoff ratio: 5
exchange-correlation grid ratio: 1
k mesh: 1 x 1 x 1, Gamma-centred
self-consistency stop: 5e-08 eV per atom in the density residual
occupations: fixed
spin: none
net charge: 0

Cell vectors (angstrom)
a	15.4687	0	0
b	0	15.4687	0
c	-3.5216	2.8321	33.5399

Atoms and the computed forces on them: element, x, y, z (angstrom), force x, y, z (eV/angstrom)
Si	-3.4435	2.391	24.701	0.0015	-0.0129	0.0005
Si	-3.5922	7.1897	24.7507	-0.0194	-0.0235	-0.0117
Si	-3.5274	10.339	24.6748	0.0008	-0.0121	0.0082
Si	-3.5379	-0.7522	24.7619	-0.0047	0.0118	0.0088
Si	0.392	2.2577	24.621	0.0056	-0.0153	-0.0107
Si	0.2953	7.5518	24.7636	-0.0027	-0.0061	0.0071
Si	0.3475	10.012	24.7699	0.0001	0.0214	0.0052
Si	0.325	-0.8872	24.8307	-0.0017	0.0012	-0.0098
Si	4.2683	2.3362	24.5803	0.0031	-0.0035	-0.0031
Si	4.1689	7.0899	24.7131	0.0082	0.0053	0.0075
Si	4.2386	10.2406	24.7832	0.0058	0.0075	0.0075
Si	4.216	-0.8499	24.643	-0.0073	0.0036	0.0096
Si	-7.3779	2.396	24.4516	0.0008	-0.0035	0.0042
Si	-7.3932	7.1601	24.7866	-0.0027	0.0021	0.0025
Si	-7.3769	10.3139	24.8002	0.0003	0.0062	0.0089
Si	-7.3506	-0.7923	24.6604	0.0035	0.0003	-0.0031
Si	-1.5109	2.7443	25.9879	0.0065	-0.007	0.0062
Si	-1.6005	6.8397	26.0151	0.0114	-0.0059	-0.0062
Si	-1.5948	10.5283	26.0422	-0.0041	-0.0191	-0.0136
Si	-1.619	-1.0233	26.1106	-0.0018	0.0179	0.0063
Si	2.3222	2.7477	25.9049	-0.0097	-0.0126	0.0082
Si	2.2027	6.7653	25.9701	-0.001	0.0028	0.0075
Si	2.267	10.5061	26.0573	-0.0015	-0.0105	-0.0037
Si	2.3151	-1.0933	26.0423	0.0054	0.0227	0.0059
Si	6.196	2.7745	25.8767	0.0025	-0.0147	0.0057
Si	6.1127	6.7199	26.0224	-0.0035	0.0128	0.0169
Si	6.1501	10.553	26.1101	-0.0011	-0.0139	0.0096
Si	6.1625	-1.0777	25.9721	-0.0024	0.0058	0.0032
Si	-5.4615	2.8089	25.8699	-0.0072	-0.0139	0.0008
Si	-5.4748	6.8012	26.0948	0.0031	0.0073	0.0071
Si	-5.4231	10.5949	26.0711	-0.0013	-0.0059	-0.0047
Si	-5.4689	-0.9872	26.064	0.0053	0.0159	0.003
Si	-1.565	4.7788	27.2713	-0.0051	-0.0033	0.0044
Si	-1.6252	8.6577	27.4858	0.0029	0.0168	0.0136
Si	-1.5954	12.4794	27.3881	0.0033	0.0056	0.0105
Si	-1.5673	0.904	27.469	0.0056	-0.0036	-0.0088
Si	2.2531	4.7393	27.2595	0.0031	0.0049	-0.0002
Si	2.2882	8.6059	27.4562	0.0078	0.0014	-0.005
Si	2.2788	12.459	27.3919	-0.0002	0.0006	0.0007
Si	2.3203	0.8754	27.3894	-0.0073	-0.0082	-0.0209
Si	6.1475	4.7201	27.2924	0.0012	0.0049	0.0043
Si	6.1402	8.612	27.4578	-0.001	-0.0018	-0.0257
Si	6.1448	12.5089	27.399	0.0017	-0.0013	-0.0031
Si	6.1715	0.8827	27.3459	-0.0029	0.0065	-0.0055
Si	-5.4531	4.7526	27.2951	0.0032	0.0017	0.0054
Si	-5.4702	8.6888	27.4841	-0.0033	-0.0007	-0.0071
Si	-5.4463	12.5365	27.398	-0.0045	-0.0021	-0.0037
Si	-5.48	0.9567	27.3955	0.0047	-0.0013	-0.0106
Si	-3.5084	4.759	28.6879	0.0014	0.0034	-0.0007
Si	-3.5432	8.6436	28.8164	0.0022	-0.0026	0.0066
Si	-3.5196	12.4959	28.7604	0.0017	-0.0019	0.0041
Si	-3.5357	0.9119	28.7662	-0.0088	-0.0017	0.005
Si	0.3461	4.7601	28.6997	-0.0022	0.0042	0.0005
Si	0.3412	8.6355	28.7872	-0.0054	-0.0064	0.0006
Si	0.3429	12.4959	28.752	-0.0025	-0.0006	0.0055
Si	0.3859	0.8944	28.7735	-0.0009	0.0044	0.0049
Si	4.1998	4.7579	28.6826	-0.0036	0.0026	-0.0003
Si	4.2135	8.6307	28.7983	-0.0083	-0.0026	0.0069
Si	4.2108	12.4955	28.7579	-0.0005	0.0004	0.0034
Si	4.2452	0.8985	28.7476	0.0076	0.0007	0.0006
Si	8.0801	4.7552	28.702	-0.001	0.0014	-0.0017
Si	8.0638	8.639	28.8011	0.0073	-0.0012	0.0118
Si	8.0818	12.5024	28.7553	0.0017	-0.0002	0.0034
Si	8.071	0.9023	28.7592	-0.0004	0.0033	0.0011
Si	-3.5216	2.8321	30.1212	0.0197	0.1985	-0.1063
Si	-3.5216	6.6993	30.1212	-0.0251	-0.2933	-0.0819
Si	-3.5216	10.5665	30.1212	-0.0667	0.1913	0.3295
Si	-3.5216	-1.035	30.1212	-0.0185	0.0234	-0.0073
Si	0.3455	2.8321	30.1212	0.049	0.1219	-0.1341
Si	0.3455	6.6993	30.1212	0.0201	-0.2094	-0.1041
Si	0.3455	10.5665	30.1212	0.0171	0.0866	0.153
Si	0.3455	-1.035	30.1212	0.0718	-0.0779	0.0567
Si	4.2127	2.8321	30.1212	-0.011	0.1038	-0.2555
Si	4.2127	6.6993	30.1212	0.0085	-0.2993	-0.1134
Si	4.2127	10.5665	30.1212	0.0344	0.0843	0.179
Si	4.2127	-1.035	30.1212	0.0202	0.0217	-0.0348
Si	8.0799	2.8321	30.1212	-0.0632	0.0953	-0.1161
Si	8.0799	6.6993	30.1212	0.0241	-0.2483	-0.0815
Si	8.0799	10.5665	30.1212	-0.0683	0.1565	0.2054
Si	8.0799	-1.035	30.1212	0.0215	0.0245	0.0112
Si	1.9336	0.0007	3.3999	0.0031	0.0004	-0.0003
Si	1.9354	3.9021	3.4079	-0.0013	0.0024	0.0014
Si	1.9472	7.72	3.4079	-0.0018	-0.0023	0
Si	1.9381	-3.8679	3.4208	0.0012	-0.0032	-0.0018
Si	5.7854	-0.026	3.4177	0.0009	0.0083	0.0028
Si	5.7888	3.8686	3.4052	-0.0011	-0.0014	0.0016
Si	5.7916	7.7559	3.4371	-0.0013	-0.0002	0.0001
Si	5.7935	-3.9001	3.4344	-0.0007	-0.0039	0.001
Si	9.6783	-0.0185	3.422	0.0021	0.0052	-0.0009
Si	9.6679	3.8723	3.4158	-0.0005	-0.0034	0.0001
Si	9.671	7.725	3.4181	0.0021	0.0014	0.0009
Si	9.6705	-3.8549	3.4251	0.0001	0.0024	-0.0001
Si	-1.9458	0.0332	3.4108	-0.0028	0.0049	-0.0027
Si	-1.9286	3.8606	3.4139	-0.0027	-0.0023	0.0007
Si	-1.9287	7.7326	3.4105	-0.0017	0.004	0.0008
Si	-1.9299	-3.8743	3.4022	0.0021	-0.0041	0.001
Si	1.8981	1.9563	4.7201	-0.0001	-0.0073	-0.009
Si	1.9699	5.8184	4.8141	-0.0041	0.0002	-0.0047
Si	2.0136	9.6425	4.7614	0.0019	0.006	-0.0086
Si	1.8974	-1.9206	4.7746	-0.0011	0.0037	0.0036
Si	5.7106	1.9274	4.7469	-0.0194	0.0003	-0.0076
Si	5.7996	5.8039	4.7674	0.0015	-0.0002	-0.0001
Si	5.7707	9.6647	4.8734	-0.011	0.0042	0.0003
Si	5.7938	-1.9714	4.7897	0.0055	-0.0032	-0.0017
Si	9.6804	1.9267	4.756	0.0002	0.0004	-0.0022
Si	9.6808	5.7961	4.8022	-0.0028	-0.0008	-0.0049
Si	9.6888	9.6674	4.7643	-0.0014	-0.0009	-0.0068
Si	9.6552	-1.9357	4.832	0.0001	-0.0077	-0.0005
Si	-1.9293	1.9536	4.8165	0.0131	0.0016	0.0005
Si	-1.9208	5.7937	4.7639	0.0019	-0.0045	-0.0022
Si	-1.8503	9.6634	4.7736	0.014	-0.0001	-0.0073
Si	-2.0296	-1.9193	4.7176	-0.0112	-0.0031	-0.0011
Si	0.0435	1.9751	6.1583	-0.0134	0.0087	0.0147
Si	0.007	5.823	6.1334	0.005	-0.0003	0.0061
Si	0.1312	9.6303	6.1266	-0.0088	-0.0032	0.01
Si	-0.1249	-1.8701	6.0293	0.0104	-0.015	0.0035
Si	3.7545	1.9879	6.1339	0.0105	0.0062	0.0097
Si	3.9206	5.8352	6.1983	0.0086	0.0003	-0.0003
Si	3.8152	9.656	6.3083	0.0097	0.0018	0.0071
Si	3.8459	-1.9473	6.1311	-0.0048	-0.0102	-0.0029
Si	7.6763	1.8682	5.9985	0.0103	-0.0061	0.0267
Si	7.7205	5.7792	6.1329	-0.0027	-0.0017	0.0089
Si	7.7649	9.6555	6.1538	0	-0.0016	0.0244
Si	7.7139	-1.9739	6.1939	0.0002	0.0089	0.0024
Si	-3.8691	1.963	6.1745	-0.0026	-0.0078	0.0174
Si	-3.8299	5.7674	6.1512	0.0064	0.0036	0.0052
Si	-3.8014	9.6713	6.0732	-0.001	-0.0003	0.0308
Si	-3.8786	-1.9381	6.2123	0.0039	0.004	-0.0032
Si	-0.0859	0.0129	7.471	0.0164	0.0194	0.0029
Si	0.1008	3.9301	7.5337	0.0007	-0.0122	-0.0086
Si	0.1786	7.7004	7.5621	-0.0019	0.0043	0.0064
Si	0.0116	-3.8139	7.3181	-0.0014	0.0007	0.0028
Si	3.7213	0.0158	7.4231	-0.0059	0.009	0.0044
Si	3.8158	3.9097	7.5629	0.0105	-0.0115	-0.009
Si	3.9411	7.6802	7.7245	0.0024	0.0031	0.0032
Si	3.7245	-3.7953	7.6343	0.0026	-0.0085	-0.0012
Si	7.6014	0.0101	7.4627	-0.0065	0.0147	-0.0098
Si	7.7183	3.7638	7.3522	0.0022	-0.0085	-0.0041
Si	7.7935	7.6969	7.5144	0.0119	0.0124	-0.0007
Si	7.7408	-3.899	7.5915	-0.003	-0.0173	-0.0058
Si	-3.9111	0.0231	7.5621	0.0009	0.0185	-0.0062
Si	-3.8	3.8969	7.6095	0.0016	-0.0123	-0.0032
Si	-3.7018	7.7333	7.4169	0.0033	0.0153	-0.0008
Si	-3.8415	-3.9227	7.532	-0.0004	-0.0192	-0.0087
Si	1.8254	-0.557	8.7104	-0.0042	-0.0048	-0.0012
Si	1.9497	4.5704	8.9164	-0.0061	0.0042	0.002
Si	2.0196	7.0472	8.9872	-0.0006	0.011	0.0101
Si	1.7041	-2.9866	8.744	-0.0062	0.0041	0.006
Si	5.6046	0.3238	8.7598	0.0138	0.0115	-0.0016
Si	5.8234	3.4786	8.7124	0.0014	-0.0011	0.0061
Si	5.967	8.1355	8.9733	-0.0102	-0.0163	0.0025
Si	5.7222	-4.1371	8.8347	-0.0088	0.01	-0.0078
Si	-5.9339	0.3335	8.749	-0.0047	0.0142	-0.0052
Si	-5.8574	3.481	8.7082	-0.0157	-0.0178	-0.0007
Si	-5.6334	7.898	8.689	-0.0072	-0.0085	-0.0243
Si	-5.7495	-4.3953	8.8498	0.0043	0.0099	0.0049
Si	-1.9728	0.4635	8.8558	-0.0126	-0.0057	0.0158
Si	-1.7745	3.6586	8.92	0.0109	0.0088	-0.0103
Si	-1.7838	8.0037	8.806	0.0026	-0.0038	-0.02
Si	-1.8264	-4.2858	8.7045	0.0031	-0.0024	-0.0012
Si	-3.308	12.0613	22.9747	-0.0001	0.0037	0.003
Si	-1.5881	2.8321	31.4884	-0.0017	0.0285	-0.0118
Si	-1.5881	6.6993	31.4884	0.0081	-0.0935	-0.0046
Si	-1.5881	10.5665	31.4884	-0.0109	0.0406	0.0108
Si	-1.5881	-1.035	31.4884	-0.0137	0.0309	-0.0066
Si	2.2791	2.8321	31.4884	-0.0062	0.0528	-0.0105
Si	2.2791	6.6993	31.4884	0.0136	-0.0835	-0.0047
Si	2.2791	10.5665	31.4884	0.0028	0.0427	0.0122
Si	2.2791	-1.035	31.4884	-0.0058	-0.021	0.0105
Si	6.1463	2.8321	31.4884	0.0126	0.109	-0.0069
Si	6.1463	6.6993	31.4884	-0.0257	-0.1175	-0.0036
Si	6.1463	10.5665	31.4884	0.0033	0.0662	0.0179
Si	6.1463	-1.035	31.4884	-0.0032	-0.0425	0.0047
Si	-5.4552	2.8321	31.4884	0.0087	0.0691	-0.0078
Si	-5.4552	6.6993	31.4884	0.0013	-0.1157	0.0051
Si	-5.4552	10.5665	31.4884	0.0099	0.0504	0.0215
Si	-5.4552	-1.035	31.4884	-0.0029	-0.0212	0.0068
Si	-1.5881	4.7657	32.8557	0.0008	-0.013	0.0064
Si	-1.5881	8.6329	32.8557	0.0013	0.028	-0.0016
Si	-1.5881	-2.9686	32.8557	0.0105	-0.0162	0.0025
Si	-1.5881	0.8985	32.8557	0.0105	-0.0138	-0.0007
Si	2.2791	4.7657	32.8557	0.0094	0.0056	0.0126
Si	2.2791	8.6329	32.8557	-0.005	0.0074	-0.0118
Si	2.2791	-2.9686	32.8557	0.0184	0.0004	0.0197
Si	2.2791	0.8985	32.8557	-0.0268	-0.0034	-0.0058
Si	6.1463	4.7657	32.8557	0.0154	0.0162	0.0151
Si	6.1463	8.6329	32.8557	0.0117	0.0367	-0.0026
Si	6.1463	-2.9686	32.8557	0.0034	-0.0297	0.0119
Si	6.1463	0.8985	32.8557	-0.0071	-0.0199	-0.0024
Si	-5.4552	4.7657	32.8557	-0.0211	0.0143	0.0198
Si	-5.4552	8.6329	32.8557	0.0024	0.0359	-0.0121
Si	-5.4552	-2.9686	32.8557	-0.0223	-0.0142	0.014
Si	-5.4552	0.8985	32.8557	0.0048	-0.0301	-0.0129
Si	0	1.9336	0.683	0.0321	-0.015	-0.0049
Si	0	5.8008	0.683	-0.0268	-0.0225	-0.023
Si	0	-5.8008	0.683	-0.0063	0.0097	-0.0077
Si	0	-1.9336	0.683	0.0155	0.0046	-0.0073
Si	3.8672	1.9336	0.683	0.0155	-0.0012	0.0016
Si	3.8672	5.8008	0.683	0.0372	-0.0197	-0.0257
Si	3.8672	-5.8008	0.683	-0.0272	0.0143	-0.0053
Si	3.8672	-1.9336	0.683	0.0005	0.0223	-0.0101
Si	7.7343	1.9336	0.683	0.0098	0.0139	-0.0005
Si	7.7343	5.8008	0.683	-0.0498	-0.0205	0.0023
Si	7.7343	-5.8008	0.683	0.0434	0.0088	-0.0046
Si	7.7343	-1.9336	0.683	-0.043	0.0102	0.0106
Si	11.6015	1.9336	0.683	-0.069	-0.0142	-0.013
Si	11.6015	5.8008	0.683	0.0213	-0.0261	-0.0019
Si	11.6015	-5.8008	0.683	-0.0528	0.0187	-0.0114
Si	11.6015	-1.9336	0.683	0.0757	0.0161	0.0051
Si	0	0	2.0503	-0.0681	-0.0109	-0.0434
Si	0	3.8672	2.0503	0.0196	0.0822	-0.0714
Si	0	7.7343	2.0503	0.0681	-0.0435	-0.0307
Si	0	-3.8672	2.0503	0.085	0.0116	-0.0468
Si	3.8672	0	2.0503	-0.0162	-0.1106	-0.1454
Si	3.8672	3.8672	2.0503	-0.0498	0.0811	-0.1535
Si	3.8672	7.7343	2.0503	0.0882	-0.0272	-0.0741
Si	3.8672	-3.8672	2.0503	0.0164	0.0113	0.0168
Si	7.7343	0	2.0503	-0.0053	-0.0017	0.1218
Si	7.7343	3.8672	2.0503	-0.0169	-0.0014	0.0019
Si	7.7343	7.7343	2.0503	-0.0658	0.0536	0.1211
Si	7.7343	-3.8672	2.0503	-0.0352	-0.0643	0.1318
Si	11.6015	0	2.0503	-0.0267	0.0655	-0.117
Si	11.6015	3.8672	2.0503	0.0135	0.0144	-0.0109
Si	11.6015	7.7343	2.0503	0.0085	0.018	-0.0238
Si	11.6015	-3.8672	2.0503	-0.0389	-0.0878	-0.0306
Si	-6.7289	0.9296	17.2034	-0.0042	-0.007	0.0093
Si	1.3884	7.3351	12.0608	-0.0004	-0.0019	-0.0183
Si	-5.0421	-1.2021	18.297	-0.0039	0.003	0.0013
Si	-0.3039	-3.2766	11.0855	0.0007	-0.0084	-0.0196
Si	5.6518	4.3033	11.6174	0.0012	-0.0015	-0.0349
Si	4.7232	12.406	17.2304	0.0065	0.0057	-0.0038
Si	6.8687	6.9345	11.8659	0.0033	0.008	-0.0205
Si	7.2233	1.8287	12.7876	0.0059	-0.008	-0.0342
Si	9.6075	5.6776	10.939	-0.0019	-0.0105	-0.0143
Si	-1.2758	5.9097	11.1883	-0.0015	0.005	-0.0121
Si	-0.1636	-4.4595	15.9638	0.0011	0.0094	0.0028
Si	6.6021	-4.8995	15.7249	-0.0014	-0.0009	0.0038
Si	-3.7323	6.0494	13.0175	0.0071	-0.0027	-0.0224
Si	3.0078	3.5547	14.5255	-0.0078	0.0047	-0.0085
Si	-0.1399	4.3847	19.1808	0	-0.0038	0.0045
Si	-1.1495	-0.4068	11.6544	-0.005	-0.0004	-0.0226
Si	5.7759	-0.2052	17.2734	0.0111	-0.0072	0.0137
Si	5.9139	7.4852	16.0178	0.0057	0.0032	-0.0055
Si	-0.4839	-5.7622	13.076	-0.0029	0.013	-0.0239
Si	-5.5875	1.9411	14.5328	-0.0091	0.0001	-0.0106
Si	-5.5487	-1.8042	13.6753	-0.007	0.0032	-0.018
Si	-2.5295	0.2625	17.0292	0.005	-0.0016	0.0124
Si	5.717	-1.8965	11.05	0.0018	-0.0025	-0.0153
Si	-1.2837	9.8085	18.5607	-0.0069	-0.0004	0.0032
Si	8.3668	-0.5088	11.4264	0.0038	0.0037	-0.0227
Si	-7.096	3.6197	21.4506	0.0025	-0.0042	0.0108
Si	-3.4853	9.0753	13.0844	0.0021	0.0026	-0.0227
Si	-5.4855	-4.4099	11.8402	-0.0056	-0.0021	-0.0316
Si	4.7656	0.9538	14.5158	0.0014	-0.008	-0.0105
Si	2.6343	3.1481	11.6376	0.019	-0.0005	0.007
Si	-7.8137	6.5508	21.8054	0.0075	0.0082	0.0157
Si	-6.3665	12.364	16.1315	-0.0035	-0.0037	0.0014
Si	-4.42	4.478	20.377	0.0029	-0.0001	0.0145
Si	7.9846	9.4392	13.4675	-0.0051	0.0019	-0.0188
Si	-0.1143	7.4161	20.0847	0.0016	0.0028	0.0048
Si	-3.2746	0.1489	13.9957	-0.0026	0.0003	-0.0182
Si	3.4771	11.2275	19.7972	0.0058	0.0034	0.014
Si	-4.5961	4.7076	15.7135	0.0018	0.0028	-0.0023
Si	-5.082	-5.6735	15.5062	-0.0028	0.0058	-0.0028
Si	3.3586	-1.3491	13.0137	0.007	-0.0068	-0.0094
Si	0.9649	3.8479	21.902	-0.0041	-0.0033	0.0183
Si	3.3492	6.7317	17.298	0.003	0.0006	0.0049
Si	-0.1385	12.2215	22.6671	0.0124	0.0113	0.0156
Si	3.5021	6.602	14.4337	0.0054	0.0068	-0.0065
Si	4.722	2.1045	18.885	-0.0036	-0.0039	0.0084
Si	2.4156	3.7369	17.4928	-0.0026	-0.001	0.0077
Si	2.1314	-2.5637	15.6363	0.0014	-0.0033	-0.0005
Si	4.6693	12.3915	22.4466	-0.0011	0.0003	0.0119
Si	-2.8998	4.901	22.8637	0.0038	-0.0031	0.0066
Si	-5.8508	7.2413	19.623	-0.0021	0.0043	0.0067
Si	-2.9139	3.3184	18.0176	0.006	-0.0041	0.0026
Si	1.7056	0.2239	10.9542	-0.0068	-0.0099	-0.023
Si	-7.9706	3.3182	18.5911	0.005	0.0019	0.004
Si	2.8181	8.2183	19.9346	-0.0006	0.0015	0.0154
Si	4.654	6.3284	21.7538	-0.0016	-0.0007	0.0193
Si	0.492	12.0624	19.672	-0.005	0.008	0.0119
Si	-7.6362	12.4373	22.4394	-0.0009	-0.0023	0.0159
Si	-0.2273	-1.7757	17.0989	-0.0054	0.0047	-0.0003
Si	-7.1123	6.0429	17.2198	-0.0053	0.0074	0.004
Si	4.0332	3.3656	21.5626	-0.0003	-0.0062	0.012
Si	-5.2527	12.1495	20.4348	-0.0008	0.0002	-0.0037
Si	-0.1946	6.3319	22.833	-0.0067	-0.01	-0.0025
Si	-4.4642	9.7107	18.5593	0.0002	0.0013	0.0081
O	-5.609	-3.7402	10.3588	-0.0022	-0.0018	0.0029
O	0.6995	8.6313	12.7714	0.0084	-0.0058	0.0134
O	2.0192	7.645	10.5654	0.0015	-0.0021	-0.0104
O	1.1334	-3.3249	10.286	0.0118	0.0022	-0.0037
O	5.6935	1.9076	9.2508	-0.0062	-0.0086	0.0098
O	5.3325	-0.6256	10.0896	0.0003	0.0139	-0.0038
O	1.8404	4.0015	10.4916	-0.0216	0.0187	-0.0213
O	7.281	-1.7277	11.4788	-0.0071	-0.0033	0.0161
O	9.3284	4.3534	10.0595	0.0043	-0.0064	0.0006
O	5.7676	-5.7241	9.2645	0.0079	0.0088	0.0161
O	5.6087	-3.2995	10.2445	-0.0005	-0.0095	0.0034
O	2.6872	-2.3631	14.1094	0.0063	0.0078	-0.0002
O	9.3239	-0.5877	10.1067	0.0044	0.0016	0.0046
O	3.3291	-2.4371	16.7122	-0.0043	-0.0012	-0.0018
O	-1.8737	2.0555	9.331	-0.0061	-0.009	0.0167
O	-2.0107	-0.3993	10.2609	-0.0029	0.0075	-0.0115
O	2.4183	3.3623	21.3871	0.0047	0.0016	-0.0057
O	-1.5877	-3.4006	10.0743	-0.0069	-0.0043	-0.0016
O	3.7588	4.9943	14.4264	-0.0011	-0.0008	0.0067
O	-1.9018	8.9825	12.7662	0.0012	0	0.0169
O	-6.7682	7.2523	18.2677	0.0055	0.0015	0.0026
O	-4.0683	-1.2785	14.1164	0.0042	0.001	0.0109
O	1.0425	-1.4285	16.11	-0.0013	0.0022	0.0038
O	2.7439	7.7891	18.3629	0.0002	-0.0004	-0.0029
O	6.2932	7.5529	10.4745	-0.0019	0.0076	-0.0106
O	-1.8099	9.6051	9.2186	-0.0087	0.0101	0.0142
O	6.027	4.4552	10.0301	-0.0006	-0.008	-0.0037
O	4.9446	0.2533	15.9593	-0.0088	0.0065	-0.0099
O	-2.2062	5.7866	12.5171	-0.001	0.0002	0.0119
O	-0.4678	9.9276	17.1482	-0.0026	-0.0012	0.0045
O	1.0982	5.4249	22.356	-0.005	0.0075	-0.0049
O	-5.2974	3.4502	15.0003	0.0022	-0.0003	0.0088
O	4.1988	0.733	24.185	0.0017	-0.001	-0.0141
O	-0.582	-1.9128	11.9352	-0.0009	0.0023	0.0139
O	2.0757	3.3124	13.1815	0.001	-0.0001	0.0097
O	4.7191	-1.9736	12.343	-0.0037	0.0015	0.016
O	9.114	9.1558	14.6542	0.0008	-0.0027	0.0064
O	-0.2344	-4.4974	12.1196	-0.0022	0.0019	0.019
O	-5.0671	5.816	19.7218	0.001	-0.0052	-0.0055
O	4.1534	6.2313	23.3088	-0.0029	-0.0008	0.0071
O	1.2579	8.2504	20.4015	-0.0047	-0.0003	-0.0048
O	0.517	-2.9092	21.2192	-0.0034	-0.0017	0.0006
O	4.2168	8.6777	24.2533	-0.0022	-0.0041	-0.014
O	7.1907	8.0949	12.9779	-0.0015	-0.0065	0.009
O	-3.1042	4.8877	21.2501	-0.0003	0.0032	0.0005
O	-0.094	3.7063	20.6695	0.0032	0	-0.0033
O	-7.4808	3.0336	22.9225	0.0012	-0.0067	0.014
O	0.3497	0.6496	24.2179	-0.0016	0.0119	-0.012
O	-0.7988	7.1717	21.5541	0.0031	-0.0031	0.0055
O	-3.4931	0.8071	24.1444	0.003	0.0013	-0.0065
O	6.1125	7.0751	21.6952	0.0003	-0.0035	-0.0099
O	-7.3199	11.159	23.3953	-0.0019	-0.0079	0.0071
O	-5.3757	6.9085	9.9839	0.0042	0.0143	0.0011
O	5.9242	3.0403	18.3031	0	0.0034	-0.0029
O	0.4312	2.9664	23.1458	-0.0031	-0.0094	0.0187
O	6.1639	0.9886	13.6932	-0.0033	-0.0043	0.0225
O	-5.2119	10.9847	19.2783	0.0016	0.0042	0.0036
O	4.1603	3.6892	11.6968	-0.0019	0.0052	0.0149
O	-3.6461	-1.9006	23.5677	0.0004	0.0012	-0.0043
O	-7.3234	6.3656	23.3508	0.0014	-0.0007	0.0051
O	-7.6242	2.8151	20.124	0.0022	0.002	0.002
O	4.4139	3.0686	23.1152	-0.0003	-0.0033	0.0103
O	-7.7041	4.8611	18.1778	-0.0012	-0.0034	0.0043
O	-3.7949	6.1138	23.5042	0.0033	0.0141	0.0118
O	-1.747	12.0842	22.4996	-0.0127	-0.0037	-0.0065
O	-4.2206	11.7844	21.647	0.0092	-0.0039	0.0084
O	-5.7422	5.592	16.459	0.0131	-0.0039	-0.0038
O	-5.4733	3.7511	21.3882	-0.0027	0.0013	-0.0083
O	4.9592	7.0101	17.2521	-0.0052	-0.0022	0.0041
O	-7.4118	8.7409	24.3214	0.0025	-0.0032	-0.0111
O	-0.5769	-5.2116	14.597	-0.0018	-0.0075	-0.0024
O	-7.6411	11.3891	16.4608	0.0008	0.0008	-0.001
O	0.2759	-1.9962	23.6197	-0.0001	0.0099	0.0125
O	0.1954	-2.2025	18.6204	0.0023	-0.0036	0.0033
O	4.5945	2.2531	20.5089	-0.0025	0.0062	0.0034
O	-5.1462	-4.0489	15.6045	0.005	-0.0027	0.0015
O	3.1167	5.1878	17.7572	0.0002	0.0016	-0.002
O	5.2647	-4.0382	16.0395	-0.0001	-0.0003	0.0059
O	-1.3488	5.2224	23.2556	0.0025	0.0061	-0.0061
O	4.5297	11.5479	18.5968	-0.0042	-0.0019	0.0039
O	-7.3727	0.7747	24.151	-0.0001	0.0026	-0.0142
O	6.8933	-4.9868	14.1145	0.0019	-0.0017	0.0047
O	0.1684	0.5593	11.467	-0.0002	-0.0014	0.0176
O	9.2888	-0.6399	12.7442	0.0001	-0.0001	0.0141
O	-9.2179	-3.0034	22.0565	0.0008	0.0006	-0.0047
O	0.4269	10.8081	23.2949	-0.0012	-0.0171	0.0034
O	0.9848	3.7	18.2397	-0.0011	0.0021	-0.0013
O	5.1081	0.5457	18.5663	-0.0021	0.002	-0.0047
O	9.6501	1.9127	9.2259	0.0125	0.0065	0.0138
O	-8.1383	0.1613	17.0083	0.0007	0.0019	-0.0016
O	-4.8091	-1.8883	19.7588	0.0003	-0.0043	-0.0001
O	3.8198	12.1795	21.0769	0.0042	0.0001	-0.0058
O	1.9627	11.4981	19.2808	0.0023	-0.0024	-0.0041
O	-3.3221	3.4312	23.4249	-0.0014	-0.0102	0.0051
O	8.6679	-5.3302	12.1663	0.0047	0.002	0.0132
O	-3.5652	8.7399	24.1241	0.0044	0.0326	-0.0004
O	0.135	5.9957	19.3109	0.0014	0.0042	-0.0005
O	6.6612	3.2762	12.3502	0.0034	0.0031	0.0209
O	2.2933	-1.0273	11.8315	-0.0033	0.0034	0.0097
O	-7.8001	5.0549	21.2039	-0.0025	0.0013	-0.0109
O	-1.0822	-0.4209	17.303	-0.0013	-0.001	-0.0015
O	4.2097	-1.7176	23.2328	0.0014	0.0091	0.0022
O	9.6201	0.9476	15.8209	0.0024	0.0041	-0.0066
O	5.7696	5.7895	12.3059	-0.0005	0.0004	0.0206
O	7.5969	0.932	11.4701	-0.0055	0.0054	0.0163
O	-9.0752	9.0345	16.2461	0.0019	0.0021	0.0008
O	-6.7577	12.3051	21.0704	-0.0059	0.0012	-0.0007
O	-3.7283	9.4541	14.6624	0.0044	-0.004	0.0051
O	-4.1521	-5.33	12.0417	-0.0014	0.0014	0.0166
O	-5.0275	9.3047	17.0634	0.0006	-0.0008	0.0043
O	-7.2481	-1.6782	23.2707	-0.0004	0.0101	0.0141
O	2.5963	1.5812	11.1818	0.0042	-0.018	0.0173
O	-1.7559	7.1442	10.2173	-0.0034	0.0046	0.0082
O	2.123	3.4897	15.8963	0.0022	-0.0004	0.003
O	-4.3252	1.3613	13.6691	-0.0045	0.0011	0.0135
O	-2.8818	10.0616	18.4025	0.0049	-0.0009	-0.002
O	3.6143	7.1398	20.8306	-0.0016	0.0025	-0.0128
O	-2.6011	0.4748	15.4269	0.0009	0.0012	0.0036
O	-6.7966	7.4945	20.9423	-0.0037	-0.0008	-0.0023
O	-4.7356	8.4233	19.523	-0.0024	-0.003	-0.0048
O	-2.6525	1.7325	17.7268	-0.0025	0.0045	-0.0049
O	-5.7631	9.4579	9.2185	0.0005	0.0017	0.0137
O	-3.4549	4.1469	16.7271	-0.0021	0.0025	0.0011
O	8.556	2.0768	13.6404	0.0155	0.0015	0.0186
O	-1.1001	8.3092	19.1587	0.0032	0.0004	-0.001
O	-3.8601	5.6171	14.5761	-0.002	-0.0048	0.0112
O	-1.5664	4.0778	18.4948	-0.0015	-0.0008	-0.0018
O	-2.1005	0.0936	12.8693	0.0073	-0.0021	0.0072
O	4.3411	11.1318	23.4162	0.001	-0.013	0.0071
O	-5.9023	0.1819	18.3966	0.0024	-0.0004	-0.0058
O	3.3582	2.5561	18.1116	0.0022	-0.0009	-0.0027
O	-4.0231	3.421	19.2108	-0.0021	0.0042	-0.0019
O	8.8704	-2.0395	14.9122	-0.0003	0.0043	0.0039
O	-4.1413	7.614	12.8291	-0.0015	-0.0021	0.0137
O	4.6969	4.8041	21.1743	0.0018	-0.0017	-0.0084
O	3.5676	9.6433	20.1692	-0.0005	-0.0015	-0.0055
O	-0.6648	10.9166	19.5828	0.0008	-0.0028	-0.006
O	8.2533	6.1193	11.6859	0.0005	-0.0016	0.0156
O	3.669	0.0747	13.7188	0.0033	-0.004	0.006
O	-3.6258	-0.8086	17.5965	-0.0004	0.001	-0.0014
O	-5.9159	-2.2806	17.4418	0.0026	0.0028	0.001
O	4.2059	2.4646	14.6479	-0.0005	0.0003	0.0073
O	-8.2064	6.5465	16.0992	0.0018	-0.0009	0.0022
O	-4.7512	5.2357	12.0416	-0.0036	0.0024	0.0134
O	1.4199	-4.0391	15.7965	0.0008	-0.0013	0.0038
O	-5.367	-3.1789	12.8645	0.0014	-0.0093	0.0081
O	5.7284	-1.8131	17.5126	-0.0026	-0.0035	-0.0003
O	-6.9999	2.4729	17.5975	0.0011	0.0028	-0.0014
O	-1.4655	4.536	10.2999	-0.0053	-0.013	0.0007
O	4.9877	7.322	14.6417	-0.0039	-0.0025	0.0055
O	2.6757	6.9886	15.8133	-0.0006	-0.0008	0.0014
O	0.2447	6.1737	11.7726	-0.0019	-0.0014	0.0147
O	-0.9771	12.4041	16.356	0.0024	-0.0044	0.0022
O	2.628	6.948	13.0848	-0.0058	0.0029	0.01

Results
free energy: -270674.865 eV
free energy less fixed offsets of O -568.88, Si -635.61 eV per atom: -11.665 eV

The program warned: the cutoff lies below the one the program advises for these potential files; the forces do not sum to zero within the program's tolerance; the exchange-correlation potential is rough where the density is thin.
